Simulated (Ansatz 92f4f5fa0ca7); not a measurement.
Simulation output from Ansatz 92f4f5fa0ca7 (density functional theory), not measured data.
Periodic cell of 320 atoms, Si176O144, from a study of silicon, its oxide and their interface. The atomic structure is a simulated model.
Doubt: the cutoff is low for norm-conserving oxygen, so forces and energies are approximate.

Settings: functional PBE; potential files PseudoDojo norm-conserving; basis plane waves; wave-function cutoff 850 eV; density cutoff ratio 4; exchange-correlation grid ratio 1; k mesh 1 x 1 x 1, Gamma-centred; self-consistency stop 5e-08 eV per atom in the density residual; occupations fixed; spin none; net charge 0.

Cell vectors (angstrom)
a  15.3871  0  0.0024
b  0  15.3871  0.0172
c  -0.6094  -0.8675  22.0555

Atoms and the computed forces on them: element, x, y, z (angstrom), force x, y, z (eV/angstrom)
Si  -2.3756  -1.5992  14.7852  -0.0705  -0.1827  0.4135
Si  -2.7125  3.452  14.621  0.1145  -0.1113  0.5348
Si  -2.6688  6.6213  14.6058  0.0385  0.166  0.4418
Si  -2.6216  -4.0074  14.8323  0.2175  0.0953  0.4683
Si  1.2743  -1.2474  14.5555  0.0034  0.1302  0.5302
Si  1.3678  3.202  14.6385  -0.0669  -0.0676  0.5353
Si  1.8012  6.3046  14.2163  0.2575  -0.0087  0.2999
Si  1.3479  10.9914  14.6928  -0.0296  -0.0492  0.6337
Si  5.027  -0.2561  14.5941  0.0246  0.0883  0.4046
Si  4.9933  2.1952  14.5569  0.113  -0.1484  0.4913
Si  5.2037  7  14.8205  0.0287  0.0075  0.5173
Si  5.1989  10.1705  14.5477  0.0564  0.2552  0.0917
Si  8.6653  -0.4363  14.2813  -0.4081  0.0606  0.3287
Si  8.9919  2.6903  14.5577  -0.1093  0.1089  0.5681
Si  9.0268  7.1824  14.8651  -0.0258  -0.0712  0.5198
Si  7.1157  10.675  15.8445  -0.0383  0.0057  -0.0129
Si  -0.5479  -0.9348  16.0036  -0.0219  0.0594  0.0093
Si  -0.6766  3.0234  15.8226  -0.0107  -0.015  0.0268
Si  -0.7111  6.8883  15.8429  -0.2645  -0.0134  0.3104
Si  -0.6429  10.6858  15.9262  -0.0442  -0.0341  -0.0706
Si  3.1781  -0.8455  15.8748  0.0107  -0.0046  0.0467
Si  3.2346  2.9007  15.9832  0.0213  -0.0295  0.0369
Si  3.2633  6.719  16.004  -0.024  -0.0218  0.057
Si  3.3135  10.6466  15.9276  0.0134  0.009  0.0261
Si  6.9527  -0.7673  15.8186  -0.0715  -0.008  -0.0241
Si  6.9725  2.9485  15.7469  -0.0274  0.0327  -0.0296
Si  7.1119  6.8359  16.097  0.0139  -0.0476  0.0643
Si  9.1777  10.3069  14.7431  -0.0786  0.1112  0.5424
Si  -4.2674  -0.9829  16.0153  0.3498  0.1366  0.342
Si  10.8431  3.0027  15.9898  -0.0373  -0.0522  0.0883
Si  10.9432  6.8926  16.1135  0.051  -0.02  0.0699
Si  10.9871  10.6995  16.2113  0.0314  -0.0176  0.0326
Si  -0.0695  1.9535  -4.8348  0.0097  0.0134  -0.0375
Si  0.0205  5.793  -4.8054  -0.0373  0.0017  -0.0112
Si  -0.0517  9.6144  -4.7669  0.0222  -0.0093  -0.0201
Si  0.0164  -1.9708  -4.6827  -0.0626  0.0007  -0.007
Si  3.7432  1.8815  -4.7323  0.011  -0.017  -0.0158
Si  3.8998  5.6812  -4.6971  -0.0089  -0.0049  0.0366
Si  3.7847  9.5717  -4.7844  0.0603  0.0154  0.0095
Si  3.9134  -1.9187  -4.8318  -0.0412  -0.0078  -0.0124
Si  7.659  1.9686  -4.8217  -0.0058  0.0079  0.0084
Si  7.6502  5.6843  -4.7935  0.0269  0.0095  0.0065
Si  7.7027  9.6754  -4.7122  -0.0101  0.033  0.0467
Si  7.7006  -1.8656  -4.9271  0.0323  -0.0149  -0.0384
Si  11.5643  1.8974  -4.7585  -0.0376  0.0174  -0.0668
Si  11.5001  5.7731  -4.6754  0.0279  0.0049  0.0074
Si  11.6202  9.6331  -4.5484  -0.02  -0.004  0.0141
Si  11.5455  -1.9105  -4.5428  -0.0229  0.0061  -0.0353
Si  -1.9235  1.9431  -3.3472  -0.0219  -0.0074  -0.0215
Si  -1.8998  5.7048  -3.3769  -0.0079  -0.004  -0.0422
Si  -1.8553  9.5575  -3.2345  -0.0363  -0.0068  0.0566
Si  -1.8817  -1.9043  -3.2709  0.0532  -0.0483  0.0806
Si  1.8222  1.8629  -3.433  0.0018  0.0123  -0.0054
Si  1.9343  5.7522  -3.391  -0.0332  0.0247  -0.013
Si  1.8875  9.6056  -3.4167  -0.003  -0.006  0.0108
Si  1.9811  -2.0216  -3.4432  0.0321  -0.026  -0.0338
Si  5.7344  2.0107  -3.4641  0.0059  0.0773  -0.0391
Si  5.7957  5.7006  -3.3218  -0.0318  0.0082  0.0136
Si  5.7393  9.5607  -3.4382  0.0158  -0.052  -0.0118
Si  5.8262  -1.8054  -3.5109  -0.0005  0.004  0.0516
Si  9.583  1.8761  -3.4469  -0.0148  0.0213  0.0196
Si  9.547  5.7777  -3.3906  0.0268  0.0395  0.0171
Si  9.6055  9.707  -3.322  -0.018  0.0029  -0.0338
Si  9.5363  -1.9237  -3.4015  -0.0215  0.016  -0.0146
Si  -1.9142  0.058  -1.9353  0.0127  -0.0048  0.0304
Si  -1.9281  3.8323  -1.8926  0.023  -0.0346  0.0499
Si  -1.8813  7.5494  -1.9466  -0.0028  0.0626  0.019
Si  -1.8784  11.5345  -1.951  0.017  -0.0153  -0.0401
Si  1.8822  -0.1112  -2.1301  0.0017  0.0176  0.0493
Si  1.8805  3.7796  -2.1037  0.0321  0.0033  0.0483
Si  1.9618  7.7216  -2.0187  -0.004  -0.0552  0.0827
Si  1.9528  11.4901  -2.0114  -0.0605  -0.0011  0.0051
Si  5.7589  0.1487  -2.1274  -0.0496  -0.0503  0.051
Si  5.765  3.8015  -1.9047  0.0021  -0.004  0.0488
Si  5.7891  7.6337  -1.9985  0.0505  0.0653  0.0785
Si  5.8027  11.5821  -2.2912  -0.0036  0.0655  0.0221
Si  9.5697  -0.056  -2.0423  0.0046  0.0307  0.0272
Si  9.5691  3.8181  -2.1229  -0.0005  -0.0467  0.0364
Si  9.572  7.7619  -2.0469  0.0133  -0.0699  0.0509
Si  9.5627  11.6101  -1.9254  0.0666  0.0119  0.0056
Si  0.0674  -0.0559  -0.6385  -0.0278  0.0103  -0.0213
Si  0.0851  3.7791  -0.5796  -0.023  -0.0021  0.0144
Si  0.0688  7.5936  -0.5948  -0.0261  -0.0787  -0.0451
Si  0.0545  11.5107  -0.6005  0.0094  0.0145  0.0601
Si  3.7989  0.0355  -0.7971  0.0277  0.0121  -0.0584
Si  3.7433  3.7526  -0.6535  0.0221  0.0081  -0.0055
Si  3.8844  7.7015  -0.575  -0.0144  0.0027  0.0004
Si  3.9857  11.5515  -0.8671  -0.0238  0.0024  -0.0535
Si  7.6304  0.0749  -0.7235  -0.0056  -0.0067  -0.0277
Si  7.7628  3.8394  -0.5901  -0.0306  0.0436  0.0614
Si  7.7084  7.7313  -0.6009  -0.0314  0.0627  -0.0051
Si  7.5349  -3.7801  -0.7375  -0.0249  -0.0096  0.0195
Si  11.4859  0.0037  -0.6111  0.042  0.0237  -0.0335
Si  11.3912  3.8137  -0.6644  0.0588  0.0062  0.0015
Si  11.4934  7.635  -0.6815  0.0197  -0.1051  -0.0275
Si  -3.8384  -3.8044  -0.6401  -0.0196  0.0252  0.0135
Si  0.6942  1.8124  0.6387  0.1601  0.0392  -0.4768
Si  0.8324  5.6849  0.6015  0.0757  0.0518  -0.4949
Si  -0.3526  9.5584  0.6376  0.132  -0.0293  -0.5753
Si  -0.2554  -1.9681  0.7273  0.168  0.0064  -0.7098
Si  3.12  1.8212  0.6098  -0.0099  -0.0049  -0.0676
Si  3.2468  5.6966  0.5701  -0.1382  0.0539  -0.4921
Si  3.0999  8.6518  4.4453  -0.0946  0.0349  -0.0796
Si  4.3861  -1.9062  0.3817  -0.0324  -0.0071  -0.0406
Si  8.4295  1.8836  0.5743  0.1212  0.0258  -0.4972
Si  8.3363  5.8131  0.6516  0.1944  0.0078  -0.5114
Si  7.0771  9.6961  0.5874  0.014  -0.1003  -0.0111
Si  6.7909  -1.8191  0.389  -0.0068  0.0617  -0.1428
Si  10.8328  1.9052  0.6416  0.0404  0.022  -0.1031
Si  10.7622  5.7497  0.5539  -0.0061  0.0463  -0.0945
Si  -3.5367  9.5801  0.5869  -0.0948  0.0078  -0.5659
Si  -3.4294  -1.9011  0.7214  -0.3056  0.0425  -0.2608
Si  -0.7801  2.0652  3.4291  -0.0017  -0.0321  -0.1771
Si  -0.7323  5.0101  3.0936  -0.0806  0.1804  0.0661
Si  0.1352  9.035  3.5544  0.0369  -0.054  -0.0964
Si  1.5588  -1.9826  3.4242  0.162  0.0443  -0.2005
Si  4.0647  1.347  2.7167  -0.1968  0.0451  -0.5097
Si  4.1554  6.1781  3.5036  -0.0454  -0.0427  -0.1785
Si  4.6498  9.7419  0.4619  0.1738  -0.2373  -0.5195
Si  3.7839  -1.7804  2.6652  -0.1404  -0.0877  -0.3781
Si  6.9911  2.2456  3.2731  0.1059  -0.0576  -0.1748
Si  7.2227  5.3929  3.6012  0.0293  0.0093  -0.2038
Si  7.5554  10.3587  2.8407  -0.0907  -0.2033  -0.5128
Si  7.7131  -1.8746  2.4825  -0.2481  0.0272  -0.4145
Si  11.4657  2.253  2.918  -0.1124  -0.0697  -0.4421
Si  -3.515  5.2033  2.5091  -0.2763  0.0592  -0.4095
Si  10.4662  10.2418  3.2865  -0.0642  -0.0132  -0.1166
Si  10.7127  -1.9898  2.6903  0.1846  -0.0259  -0.3101
Si  -0.1899  4.6943  10.6841  -0.0127  -0.0423  0.0424
Si  -3.6468  1.1687  10.2637  -0.0073  -0.0572  -0.0135
Si  -2.6456  7.7891  6.9612  -0.0242  0.003  -0.0346
Si  3.4942  2.3163  5.5199  0.0319  0.035  -0.0785
Si  0.6034  11.1703  5.3879  -0.0417  0.0839  -0.0913
Si  9.06  1.5298  9.5731  0.0527  -0.095  0.0023
Si  4.6799  10.7889  3.3618  0.1831  0.0203  -0.222
Si  -3.4674  10.4845  5.9005  0.0174  -0.014  -0.0743
Si  -2.3207  5.9988  9.2547  0.0396  0.0131  -0.0233
Si  -1.7863  6.7072  4.2148  0.1287  -0.2348  -0.1297
Si  5.1556  -1.6809  11.6771  -0.007  -0.0085  0.1827
Si  -0.0164  -0.1608  5.4311  -0.0024  -0.0245  -0.0699
Si  3.5896  -1.5054  9.1237  0.0632  -0.0546  0.0122
Si  3.147  5.0757  6.2054  0.0001  0.0231  -0.0934
Si  -1.6863  -2.7336  9.4737  -0.0275  -0.0227  0.0803
Si  1.807  2.376  10.0893  -0.0684  -0.0123  0.0629
Si  1.609  7.0271  11.2911  0.0204  -0.0135  0.1263
Si  4.616  2.9786  11.4353  0.0059  -0.02  0.1339
Si  10.7364  -0.1381  7.8452  -0.0232  0.0601  -0.0032
Si  6.3114  -0.8409  7.8269  -0.022  0.0011  -0.0096
Si  -3.1271  7.643  11.6728  0.0385  -0.0107  0.1699
Si  7.214  8.3597  7.733  0.032  0.0274  -0.0157
Si  9.7659  10.2041  7.9901  0.0292  -0.0436  -0.0074
Si  -1.7583  2.4857  12.0577  0.0357  0.0206  0.1112
Si  -3.46  10.1407  10.1243  0.0343  0.059  0.0682
Si  5.6403  3.774  6.8426  -0.06  -0.0358  -0.0501
Si  1.9539  9.7418  7.7231  0.0788  -0.0509  -0.0318
Si  1.2897  -3.533  9.6912  0.015  0.0715  0.0383
Si  0.7768  1.0342  12.5305  0.0645  -0.0267  0.1223
Si  2.6296  6.9618  8.4339  0.01  0.0209  -0.0038
Si  4.4136  8.6768  7.201  -0.0334  0.065  -0.0466
Si  10.5376  0.0113  4.8817  -0.0284  0.0484  -0.1084
Si  8.6452  4.9719  12.5927  -0.0026  0.0188  0.1686
Si  8.1076  -0.9372  11.2517  0.0107  0.0112  0.1368
Si  8.9576  -2.3368  8.83  -0.0104  0.095  0.0047
Si  8.0445  5.596  6.4277  -0.0072  0.0454  -0.0732
Si  -3.1954  -1.2962  11.9015  0.1057  -0.0503  0.1138
Si  10.8973  -3.8865  12.5609  0.0876  -0.0451  0.2486
Si  -1.5973  -2.5064  6.4622  0.0251  -0.0214  -0.0306
Si  2.0019  0.7284  7.5825  -0.0797  0.0335  -0.0638
Si  5.6385  5.654  12.0998  0.0628  0.0157  0.131
Si  1.9891  9.9441  11.904  0.05  -0.0153  0.1171
Si  6.3658  2.0779  9.2112  0.0126  -0.0643  -0.0083
Si  7.4209  -0.1703  4.9756  0.0283  -0.0554  -0.06
Si  5.0481  10.5384  12.2524  0.0236  0.0303  0.4891
Si  6.673  8.2492  10.8315  -0.0119  0.024  0.1163
Si  10.5062  6.2181  7.9643  0.0274  0.0272  0.0295
Si  9.4743  6.9541  10.7812  -0.0165  -0.0452  0.0392
O  0.4211  7.0571  14.6423  -0.0732  0.223  -0.1107
O  9.9352  -1.2118  14.8979  0.0939  -0.2634  -0.0252
O  0.1206  1.5947  2.1691  0.0584  -0.1972  0.1282
O  0.513  5.5801  2.2222  0.2457  0.1319  0.2591
O  0.459  9.5479  2.0539  0.3216  0.1349  0.0777
O  1.5185  8.437  4.1594  0.0002  -0.2368  0.099
O  0.5883  -2.0245  2.1137  0.1743  -0.0106  0.2614
O  5.5218  2.0445  2.646  -0.0434  0.1393  -0.17
O  3.7907  5.4575  2.1067  0.0781  -0.2196  0.1325
O  5.7055  5.8943  3.8358  0.0331  0.0669  0.1709
O  4.1391  10.2722  1.9256  -0.3063  0.0657  0.0212
O  8.0465  1.7369  2.1608  0.078  -0.1079  0.235
O  7.8126  5.9531  2.2054  -0.0641  0.1703  0.1521
O  8.9159  9.7721  3.5369  -0.024  -0.3182  0.3283
O  9.2531  -1.3612  2.3182  0.1017  0.2883  -0.2065
O  -2.3395  1.9153  3.0426  -0.0226  -0.1534  -0.0533
O  -1.987  4.7774  2.0262  0.1334  -0.1256  -0.2427
O  -1.9522  9.5979  1.0151  -0.0103  -0.0077  0.2247
O  -1.8342  -1.9221  1.1521  -0.1218  0.0358  0.2691
O  -2.2704  -1.101  13.2142  0.3046  0.2129  -0.1532
O  -2.8944  2.6732  13.1906  -0.3441  -0.1832  -0.1117
O  -2.7369  5.0359  14.2028  -0.051  0.0125  -0.2147
O  -2.6616  7.5026  13.2169  0.1117  0.2313  -0.0731
O  11.0188  -2.2967  12.3636  -0.3454  0.1985  -0.0158
O  -3.1361  10.9579  13.3272  0.1592  -0.2637  -0.3144
O  1.4379  9.9783  13.4227  -0.1447  -0.2577  -0.0727
O  1.3215  -2.836  14.1401  0.0302  0.0126  -0.2746
O  1.1557  -0.406  13.1535  0.0415  -0.1434  -0.3053
O  1.5435  2.1859  13.3724  0.2717  -0.0354  -0.1186
O  -2.3424  -4.2165  9.5495  0.1326  -0.1456  -0.128
O  2.313  6.7914  12.7434  0.2996  0.107  -0.1683
O  1.503  -4.0742  11.1925  -0.1117  0.2442  0.1839
O  4.9507  -0.9651  13.1084  -0.0846  -0.0473  -0.1297
O  4.6788  2.6209  13.0065  -0.053  0.0051  -0.0691
O  5.8186  2.1685  10.7213  0.1729  -0.1884  0.1917
O  7.1508  4.2554  6.5915  0.2122  -0.2355  0.0145
O  5.0679  5.9512  13.5814  -0.1532  -0.2234  -0.0279
O  5.2038  8.5325  14.2584  -0.045  0.0717  -0.1636
O  6.5465  -1.2354  11.0132  -0.013  0.0434  -0.2588
O  6.2016  9.6373  11.5255  0.2555  0.0685  -0.1194
O  9.0298  1.1311  14.0837  0.1116  0.0515  -0.211
O  8.3677  -1.0613  12.8289  0.0057  -0.2563  -0.0943
O  1.0728  3.7958  10.2697  0.1657  0.1418  -0.1156
O  9.1285  3.5548  13.1756  0.1602  -0.14  -0.304
O  9.0364  6.1264  13.6441  0.1323  -0.0356  -0.1494
O  5.1346  -3.2953  11.7949  0.0396  0.0615  -0.1549
O  -0.3776  3.5925  3.7781  0.177  0.0984  0.4019
O  1.0758  -0.7884  4.4114  0.1638  0.1591  0.0431
O  -1.9655  7.3233  8.365  0.3363  0.2456  0.1181
O  1.4385  -3.3358  4.3088  0.2137  -0.1443  0.0375
O  3.2417  1.9913  3.9611  -0.3175  0.1079  0.0313
O  4.2551  -0.2484  3.0367  0.093  -0.0206  0.2129
O  3.1807  5.6831  4.6998  -0.2863  -0.0284  -0.0112
O  3.8955  7.7675  3.3353  0.1514  0.1721  -0.2991
O  3.6049  10.1866  4.385  -0.2034  0.2466  0.3454
O  4.6775  -2.9719  3.3961  0.1058  0.1477  0.3036
O  7.2017  1.3831  4.6091  -0.0062  0.2021  0.3582
O  7.2547  3.7908  3.57  0.0633  0.0136  0.131
O  8.1299  5.9134  4.8374  0.3159  0.2509  -0.0256
O  -1.0835  7.9861  3.5004  -0.1507  0.0518  -0.1641
O  7.7729  -3.435  2.8586  0.0657  -0.0223  0.2109
O  9.4194  0.7629  8.1825  -0.2503  0.0894  -0.2915
O  10.66  1.4117  4.0621  -0.1619  0.1345  0.2221
O  1.3776  8.628  11.1834  -0.2652  0.0859  -0.2434
O  11.2183  3.8564  3.1942  -0.2688  0.0629  0.3085
O  -3.2967  6.4004  3.6145  -0.2471  0.2768  0.2522
O  10.5621  -3.5463  3.0959  0.008  0.0269  0.1347
O  -3.8879  9.8618  4.4627  0.2062  -0.2821  0.0171
O  7.3946  6.844  7.2157  -0.1369  -0.0658  0.0643
O  11.236  -1.1474  3.9809  0.354  -0.0495  0.2056
O  10.4399  2.1346  10.1566  0.0201  0.5191  0.1595
O  -0.974  3.8805  11.8461  -0.006  0.2107  0.1774
O  4.6705  5.0557  6.7654  0.1577  0.3492  0.1667
O  5.0613  2.7166  5.7423  0.2918  -0.1789  -0.1998
O  1.5421  10.1877  6.235  0.1312  -0.1377  -0.0884
O  -0.1965  -3.3213  6.4364  0.1498  0.0388  0.2804
O  0.6653  0.1603  6.8658  -0.1622  -0.0488  0.2474
O  -3.8716  0.0994  11.4623  -0.2394  0.1207  0.1804
O  0.2556  6.1361  11.2791  -0.2536  0.1257  0.1076
O  3.5764  9.9488  7.7873  0.261  0.4345  0.1981
O  9.0038  -0.3757  5.2388  0.0199  -0.1485  0.2111
O  6.4921  -0.5619  6.2367  -0.2283  -0.064  -0.0408
O  9.7059  6.9381  9.1818  -0.1456  0.1387  -0.1175
O  10.9394  9.5923  8.9522  -0.0045  -0.2582  -0.0476
O  8.6087  9.1533  7.574  0.0633  -0.0069  -0.157
O  -1.8831  6.9698  5.7965  0.2335  -0.1887  0.1849
O  10.6532  7.6611  11.6094  -0.1412  0.2276  0.1919
O  10.5212  10.7237  6.6687  -0.2076  0.2325  -0.1329
O  -1.1058  4.9427  9.3601  0.0731  -0.2312  -0.3946
O  -3.6511  5.3429  8.5769  -0.0418  -0.4949  -0.0133
O  -2.001  -2.1591  7.9882  -0.1842  0.2425  0.0281
O  -2.3374  -1.8419  10.6478  0.1248  0.0723  -0.0938
O  6.2857  0.5782  8.6131  -0.0473  -0.0202  0.0147
O  9.0268  -3.9285  8.6579  -0.2152  -0.092  0.1436
O  2.5917  3.5667  6.011  -0.4693  -0.0315  0.0816
O  2.2751  5.7998  7.3517  -0.3569  -0.1178  0.0559
O  5.7046  7.0312  11.2697  -0.2478  0.0589  -0.1822
O  1.0878  10.5802  8.7593  -0.3169  -0.1282  0.0251
O  1.6997  2.0091  8.5213  -0.1293  0.2402  -0.1749
O  4.7211  4.5909  11.3136  -0.2344  0.1622  -0.3286
O  2.6563  -0.3386  8.5684  -0.074  0.0149  0.1159
O  9.5056  5.3271  7.0715  0.1377  -0.3722  -0.0949
O  6.6875  8.4391  9.2454  -0.1423  0.0855  -0.0477
O  8.978  -2.0095  10.4164  0.2202  -0.2666  0.1536
O  10.266  -1.6711  8.1178  0.2055  -0.2698  -0.1134
O  8.4607  0.5291  10.6942  -0.0623  0.1732  0.1562
O  9.0849  8.7235  14.3018  0.0075  -0.0124  -0.2638
O  7.5732  -1.7615  8.2327  -0.0663  -0.1443  -0.0837
O  -2.3565  2.0541  10.6209  0.169  0.1469  -0.3612
O  -0.5139  1.2066  4.753  -0.0625  0.1202  0.2536
O  10.8769  10.8387  11.1269  -0.3338  -0.0238  -0.2151
O  -0.8052  1.3189  12.6456  -0.2219  -0.2481  0.1469
O  3.6087  9.8991  11.8356  -0.02  -0.1983  -0.2226
O  1.4853  4.7179  14.0488  -0.0536  0.0302  -0.2266
O  3.3002  2.5215  10.6498  0.0494  -0.0649  -0.0977
O  4.0017  -1.1979  10.6585  -0.2384  0.2289  0.1222
O  7.0086  -1.0749  3.6982  -0.3141  0.0114  0.1207
O  11.2599  0.0752  6.3337  0.3687  0.0959  0.0071
O  5.5118  3.0843  8.2926  -0.2308  0.1129  0.1571
O  3.0853  1.0577  6.429  0.1855  -0.2916  -0.0473
O  4.1716  7.4633  8.2596  0.3379  -0.212  0.2792
O  9.3646  5.3885  11.2109  0.1742  -0.3351  -0.3342
O  7.9091  2.5957  9.2376  0.1025  0.4834  -0.097
O  -2.612  6.3951  10.794  0.0684  -0.2423  0.1642
O  1.1468  1.1749  10.9667  -0.043  -0.305  -0.2595
O  9.5376  -4.2324  13.3696  -0.2634  0.1542  -0.2363
O  8.178  7.8089  11.2206  0.0612  0.1727  0.1977
O  -0.3801  10.2505  4.4915  -0.4207  0.0699  0.0413
O  5.9628  8.9997  6.8999  0.1464  0.2595  -0.2875
O  -2.7092  -3.4715  5.7786  -0.1069  0.1246  -0.1976
O  -3.4854  0.3667  8.8602  0.3946  -0.0708  -0.1538
O  2.6235  -2.8013  9.1458  0.1036  -0.1192  -0.1573
O  3.6181  8.1405  5.8856  -0.0352  -0.2641  0.0728
O  11.1725  7.3586  7.0125  -0.2724  0.1496  -0.2534
O  2.4412  6.5435  9.9833  0.1994  -0.2581  0.0395
O  1.6365  8.188  8.0427  -0.4301  -0.1074  0.0019
O  7.0642  4.9302  12.3236  -0.0615  -0.2189  -0.0678
O  -2.5453  9.3792  6.6665  0.2863  0.1447  0.1412
O  10.9369  9.5014  1.9319  -0.1451  -0.2513  0.0937
O  4.922  -1.6225  8.1861  -0.0131  -0.2665  -0.1849
O  6.1546  10.1536  3.6614  0.0447  -0.2108  0.4021
O  -0.0796  -2.684  9.6678  0.0618  0.2594  0.0736
O  -1.299  -1.1401  5.6424  -0.3069  0.082  -0.1363
O  -2.6409  8.9943  10.9249  0.3778  0.0817  -0.0225

Results
free energy: -85308.076 eV
free energy less fixed offsets of O -452.00, Si -114.88 eV per atom: -1.196 eV

The program warned: the cutoff lies below the one the program advises for these potential files.
